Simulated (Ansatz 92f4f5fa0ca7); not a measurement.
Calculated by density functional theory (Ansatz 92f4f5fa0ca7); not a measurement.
Periodic cell of 283 atoms, Si197O78H8, from a study of silicon, its oxide and their interface. The atomic structure is a simulated model.
Doubt: the cutoff is far below the 930 eV that the study's wrapper takes by default for these files, so forces and energies are approximate.

Settings: functional PBE; potential files Ansatz PAW; basis plane waves; wave-function cutoff 580 eV; density cutoff ratio 5; exchange-correlation grid ratio 1; k mesh 1 x 1 x 1, Gamma-centred; self-consistency stop 5e-08 eV per atom in the density residual; occupations fixed; spin none; net charge 0.

Cell vectors (angstrom)
a  10.938  0  0
b  0  10.938  0
c  0  0  42.4876

Atoms: element, x, y, z (angstrom)
Si  0  0  40.4356
Si  5.469  0  40.4356
Si  2.7345  2.7345  40.4356
Si  8.2035  2.7345  40.4356
Si  0  5.469  40.4356
Si  5.469  5.469  40.4356
Si  2.7345  8.2035  40.4356
Si  8.2035  8.2035  40.4356
Si  1.3673  1.3673  41.8028
Si  6.8362  1.3673  41.8028
Si  4.1018  4.1018  41.8028
Si  9.5708  4.1018  41.8028
Si  1.3673  6.8362  41.8028
Si  6.8362  6.8362  41.8028
Si  4.1018  9.5708  41.8028
Si  9.5708  9.5708  41.8028
Si  2.7345  0  37.7011
Si  8.2035  0  37.7011
Si  0  2.7345  37.7011
Si  5.469  2.7345  37.7011
Si  2.7345  5.469  37.7011
Si  8.2035  5.469  37.7011
Si  0  8.2035  37.7011
Si  5.469  8.2035  37.7011
Si  4.1018  1.3673  39.0683
Si  9.5708  1.3673  39.0683
Si  1.3673  4.1018  39.0683
Si  6.8362  4.1018  39.0683
Si  4.1018  6.8362  39.0683
Si  9.5708  6.8362  39.0683
Si  1.3673  9.5708  39.0683
Si  6.8362  9.5708  39.0683
Si  0  0  3.417
Si  5.469  0  3.417
Si  2.7345  2.7345  3.417
Si  8.2035  2.7345  3.417
Si  0  5.469  3.417
Si  5.469  5.469  3.417
Si  2.7345  8.2035  3.417
Si  8.2035  8.2035  3.417
Si  1.3673  1.3673  4.7843
Si  6.8362  1.3673  4.7843
Si  4.1018  4.1018  4.7843
Si  9.5708  4.1018  4.7843
Si  1.3673  6.8362  4.7843
Si  6.8362  6.8362  4.7843
Si  4.1018  9.5708  4.7843
Si  9.5708  9.5708  4.7843
Si  2.7345  0  0.6825
Si  8.2035  0  0.6825
Si  0  2.7345  0.6825
Si  5.469  2.7345  0.6825
Si  2.7345  5.469  0.6825
Si  8.2035  5.469  0.6825
Si  0  8.2035  0.6825
Si  5.469  8.2035  0.6825
Si  4.1018  1.3673  2.0497
Si  9.5708  1.3673  2.0497
Si  1.3673  4.1018  2.0497
Si  6.8362  4.1018  2.0497
Si  4.1018  6.8362  2.0497
Si  9.5708  6.8362  2.0497
Si  1.3673  9.5708  2.0497
Si  6.8362  9.5708  2.0497
Si  0.5589  10.5152  29.7399
Si  6.1619  10.5199  29.4297
Si  2.2878  3.2358  29.6612
Si  7.7761  3.3142  29.664
Si  0.5746  4.9882  29.6325
Si  6.0119  5.0072  29.6647
Si  2.3735  8.7637  29.551
Si  7.7547  8.6434  29.5976
Si  1.4341  1.4157  30.9567
Si  6.9106  1.401  30.8084
Si  4.1525  4.1118  30.8633
Si  9.6448  4.1538  30.8776
Si  1.479  6.8752  30.7912
Si  6.8819  6.8543  30.8999
Si  4.2255  9.6804  30.733
Si  9.6253  9.5384  30.8397
Si  2.8991  0.0809  32.2291
Si  8.3013  0.0539  32.2014
Si  -0.0317  2.7111  32.2777
Si  5.4602  2.672  32.2208
Si  2.8522  5.5604  32.2233
Si  8.3288  5.5602  32.2619
Si  0.0287  8.1424  32.207
Si  5.4496  8.2188  32.1966
Si  4.1639  1.3859  33.6937
Si  9.5936  1.3668  33.6721
Si  1.4083  4.1418  33.5401
Si  6.8809  4.1124  33.5229
Si  4.1422  6.8887  33.6522
Si  9.6401  6.8676  33.6833
Si  1.4331  9.5875  33.5141
Si  6.8734  9.5995  33.5313
Si  0.0597  -0.0137  34.9519
Si  5.5266  -0.0125  34.9831
Si  2.7468  2.7727  34.9644
Si  8.2031  2.7551  34.9678
Si  0.0532  5.462  34.9836
Si  5.52  5.4744  34.9455
Si  2.7413  8.2357  34.9686
Si  8.2204  8.2445  34.9596
Si  1.3862  1.3837  36.3275
Si  6.854  1.3807  36.3432
Si  4.1245  4.126  36.326
Si  9.5853  4.11  36.3323
Si  1.3875  6.8534  36.3402
Si  6.8601  6.8529  36.3254
Si  4.1181  9.5835  36.3363
Si  9.5947  9.5895  36.33
Si  2.7165  -0.0193  6.159
Si  8.1798  -0.019  6.1431
Si  -0.0222  2.7182  6.1534
Si  5.4535  2.7235  6.1508
Si  2.7166  5.4535  6.1438
Si  8.1882  5.4567  6.1569
Si  -0.0138  8.1873  6.1557
Si  5.4465  8.1888  6.1565
Si  4.1053  1.331  7.5149
Si  9.5488  1.3249  7.5091
Si  1.3164  4.119  7.5079
Si  6.7754  4.124  7.523
Si  4.0876  6.7932  7.5184
Si  9.5653  6.8085  7.5262
Si  1.3271  9.5623  7.5363
Si  6.7932  9.5768  7.5174
Si  -0.0647  -0.0405  8.9451
Si  5.4354  -0.0319  8.9497
Si  2.7081  2.7298  8.7775
Si  8.1367  2.7026  8.7962
Si  -0.0391  5.4482  8.9521
Si  5.4249  5.4718  8.9781
Si  2.6925  8.1405  8.8433
Si  8.1633  8.1855  8.8206
Si  1.3751  1.4061  10.1652
Si  6.8303  1.4052  10.2689
Si  3.977  4.0353  10.2525
Si  9.4462  4.0166  10.2147
Si  1.3531  6.8526  10.3196
Si  6.8523  6.9095  10.288
Si  4.0409  9.4421  10.2542
Si  9.4459  9.478  10.2894
Si  2.6501  -0.0593  11.4951
Si  8.1377  -0.0112  11.6646
Si  -0.0541  2.691  11.5414
Si  5.3779  2.7202  11.6309
Si  2.6756  5.4154  11.694
Si  8.1431  5.4328  11.6147
Si  -0.0971  8.1584  11.712
Si  5.4672  8.2112  11.7491
Si  4.4049  0.8575  12.7755
Si  10.0383  0.8593  12.8186
Si  0.7671  4.4915  12.856
Si  6.2871  4.5615  12.8397
Si  4.5621  6.3007  12.8759
Si  9.9534  6.2587  12.9392
Si  0.8288  10.0589  12.8195
Si  6.2793  10.1705  12.9983
H  9.7414  1.2399  14.2411
H  1.2301  9.7811  14.2393
H  4.2326  6.61  14.3056
H  6.6583  4.2134  14.2507
O  9.4845  6.4345  14.5306
O  0.9232  3.8421  14.3815
O  3.6077  1.1367  14.206
O  6.6928  10.169  14.6268
H  0.2109  5.2957  28.21
H  2.627  2.8454  28.2543
H  5.6792  5.3596  28.2434
H  8.1219  3.0292  28.2381
O  11.0508  0.2112  28.2862
O  2.9338  8.4304  28.0061
O  6.1239  10.9037  27.7647
O  7.9165  8.0784  28.0377
Si  3.9815  10.568  24.5098
Si  8.3285  7.7687  26.5161
Si  6.5795  4.8113  23.4095
Si  3.9425  9.3059  20.0512
Si  10.9429  9.2114  25.4211
Si  3.563  1.4839  15.776
Si  2.6973  1.3537  22.3991
Si  9.2586  5.5679  24.9166
Si  4.9218  7.7859  17.5437
Si  8.9829  6.9862  15.969
Si  7.722  1.4247  21.052
Si  7.1456  0.5198  26.5931
Si  2.5621  7.4111  21.8841
Si  10.2517  0.6742  26.9789
Si  10.6218  7.7185  22.9143
Si  3.9272  6.4447  24.355
Si  2.4584  6.2719  17.4637
Si  5.8592  2.5719  17.3943
Si  0.1749  8.2374  17.9627
Si  6.9525  5.3156  17.6456
Si  1.4508  3.808  15.904
Si  6.7345  9.734  21.5839
Si  2.9792  4.969  20.0569
Si  8.9024  8.2311  20.3185
Si  -0.0875  4.0841  20.4678
Si  2.1142  10.8105  17.9781
Si  5.521  2.4225  25.0361
Si  7.945  5.3786  20.4837
Si  6.6494  9.2093  24.4768
Si  10.9775  2.9719  25.3392
Si  4.8691  2.4737  20.3919
Si  2.9434  3.5785  24.6834
Si  2.811  8.4834  26.3888
Si  10.664  2.0818  22.4338
Si  6.973  9.4648  16.0672
Si  0.0343  2.0952  18.086
Si  8.2404  0.8251  17.9327
O  8.8546  6.2374  26.3507
O  4.8304  0.9941  24.7003
O  9.8813  6.629  23.8559
O  6.0515  6.6486  17.6681
O  0.3219  3.1692  16.895
O  5.1977  9.7208  21.0209
O  7.1137  8.8667  22.9345
O  10.4362  2.2634  26.6902
O  6.0738  3.2644  23.7259
O  5.0571  9.3867  24.2342
O  8.038  0.8777  19.5511
O  7.0777  0.3122  22.0415
O  2.9381  2.7125  23.2913
O  3.5522  7.2858  16.784
O  0.0746  3.6118  22.0136
O  2.7852  2.892  16.0308
O  8.65  0.4679  27.213
O  1.3501  1.2228  18.4928
O  7.9129  4.9322  24.3067
O  1.3029  7.0929  18.2938
O  10.4712  2.9004  19.4111
O  9.1812  1.7813  21.7539
O  6.4351  2.4801  20.9485
O  4.5295  8.1574  19.0735
O  7.2857  4.707  19.1448
O  3.7567  7.2635  25.7818
O  1.225  8.2998  26.0138
O  2.9719  10.9198  23.271
O  5.041  2.2115  18.7797
O  4.2773  3.3225  25.6161
O  7.7655  9.3845  20.3715
O  7.4029  2.0802  17.3583
O  10.536  2.058  24.0525
O  10.0225  8.4491  19.161
O  1.0097  7.0884  22.2206
O  1.776  5.3513  16.3198
O  9.6587  8.2037  21.7322
O  10.2759  7.7056  16.6723
O  5.0968  1.7245  16.2456
O  1.0894  1.2389  21.9639
O  2.7276  8.7691  21.0037
O  3.821  1.4388  21.1742
O  5.4242  5.8856  23.9143
O  10.9689  10.8032  25.7451
O  7.7595  10.4013  17.1653
O  8.3365  5.7334  16.8426
O  10.3726  4.4547  25.2161
O  6.6958  2.0475  26.1205
O  3.2279  6.1994  21.0588
O  7.2136  10.5527  25.2214
O  2.9011  5.1689  24.3474
O  6.0005  4.1529  16.9898
O  3.1914  9.9925  25.8225
O  1.0122  9.6218  17.719
O  2.8483  0.2413  16.5654
O  3.2505  10.4387  19.0957
O  7.078  7.9789  25.4626
O  10.9595  9.0413  23.8022
O  4.0874  3.8946  20.5556
O  7.928  6.9527  20.1321
O  3.3982  7.5282  23.2626
O  7.071  5.0574  21.8451
O  7.8454  8.1275  15.7635
O  1.6458  3.1193  25.5277
O  9.5582  8.7308  26.1003
O  9.8149  1.0572  17.6006
O  1.3809  4.6245  20.0474
O  3.2997  5.3346  18.5051
O  5.5297  9.049  16.7202
O  9.5536  5.0644  20.5355

Results
free energy: -169722.329 eV
free energy less fixed offsets of H -15.97, O -568.88, Si -635.61 eV per atom: -6.759 eV

Forces (eV/angstrom), in the order of the atoms: element, x, y, z
Si  0.0047  0.0278  0.0029
Si  0.0089  0.0257  -0.0029
Si  0.0145  0.0009  -0.0005
Si  0.0236  0.0075  -0.0051
Si  0.0005  0.0199  0.0005
Si  0.0011  0.0228  0.0044
Si  0.0245  0.0071  -0.0071
Si  0.0125  0.0019  -0.0033
Si  0.0029  0.0003  0.0003
Si  0.0039  0.004  -0.0009
Si  -0.0082  -0.0113  -0.002
Si  -0.0109  -0.0132  -0.0004
Si  0.0032  -0.0009  -0.0007
Si  0.0062  -0.0014  0.0002
Si  -0.0148  -0.0104  -0.0012
Si  -0.0064  -0.012  -0.0022
Si  0.0991  0.1074  -0.0138
Si  0.1804  0.0929  0.0253
Si  -0.0138  -0.0653  -0.0156
Si  -0.0336  0.0219  -0.0121
Si  0.1526  0.0964  0.013
Si  0.1065  0.0782  -0.0306
Si  -0.0212  -0.0082  0.0133
Si  0.0117  -0.0683  -0.0267
Si  -0.0296  0.0007  0.0144
Si  -0.0061  -0.0272  0.0265
Si  0.0008  -0.0232  -0.0195
Si  -0.014  -0.0125  -0.0085
Si  0.0004  -0.0333  0.0223
Si  -0.0036  -0.0184  0.0142
Si  -0.02  -0.0092  -0.01
Si  0.0049  -0.0301  -0.0197
Si  0.0054  0.0151  0.0102
Si  -0.0108  0.0362  0.0158
Si  0.0239  0.0149  -0.0211
Si  0.0084  0.0121  -0.0219
Si  0.0109  0.0187  0.0161
Si  0.012  0.0106  0.0129
Si  0.0019  0.0205  -0.0199
Si  0.017  0.0105  -0.0169
Si  0.0078  0.0072  0.0517
Si  0.0037  0.0706  -0.0328
Si  -0.1234  -0.1265  -0.0432
Si  -0.1388  -0.0956  0.0146
Si  0.0111  0.0495  -0.0271
Si  -0.0016  0.0397  0.0469
Si  -0.1267  -0.0941  0.0165
Si  -0.072  -0.1127  -0.0012
Si  0.0096  0.0176  -0.0016
Si  0.0089  0.0101  0.0003
Si  -0.0016  -0.0027  -0.0015
Si  -0.0083  -0.0008  0.0019
Si  0.0125  0.0079  0.0019
Si  0.0112  0.0128  0.0001
Si  -0.0057  0.0014  0.0025
Si  -0.0011  -0.0025  0.0007
Si  -0.0247  -0.0134  0.0016
Si  -0.0135  0.0018  0.0021
Si  -0.0109  -0.0274  0.0005
Si  -0.0006  -0.0213  -0.0026
Si  -0.0202  -0.0029  0.005
Si  -0.0238  -0.0124  0.0037
Si  0.0042  -0.0172  -0.0034
Si  0.0024  -0.0149  0.0028
Si  0.0027  0.0101  0.0144
Si  -0.0009  -0.0019  -0.0037
Si  -0.0044  0.0063  0.0024
Si  -0.0066  0.0001  0.0009
Si  0.0047  -0.0047  -0.0012
Si  0.0035  -0.0038  0.0032
Si  -0.0059  -0.0073  -0.0007
Si  0.0076  -0.0022  0.0102
Si  -0.005  -0.0144  -0.0185
Si  -0.0083  0.0149  -0.015
Si  -0.0005  -0.0008  -0.0095
Si  0.0033  -0.0018  -0.009
Si  0.0017  0.0063  -0.0185
Si  -0.0006  0.0003  -0.0094
Si  0.0039  -0.0024  -0.0173
Si  -0.0011  -0.004  -0.0253
Si  -0.0066  0.0034  0.0368
Si  0.0011  -0.006  0.0277
Si  -0.003  0.0062  0.0089
Si  0.0018  -0.0056  0.0099
Si  -0.0002  -0.0085  0.011
Si  -0.0016  0.0034  0.0111
Si  -0.0011  -0.0011  0.0332
Si  0.0017  -0.0003  0.0236
Si  -0.0062  0.0106  -0.0157
Si  -0.0111  0.0045  -0.0131
Si  0.0127  -0.0002  0.0056
Si  -0.0057  0.0093  0.0046
Si  0.0209  -0.0033  -0.0165
Si  0.0026  0.0119  -0.0175
Si  0.0033  0.0041  -0.0284
Si  0.005  -0.0017  -0.0114
Si  0.0123  -0.0154  0.0185
Si  0.0123  -0.0116  0.0131
Si  -0.0103  0.0131  0.0005
Si  -0.0053  0.014  0.0057
Si  0.0117  -0.0148  0.0091
Si  0.0127  -0.0201  0.0015
Si  -0.0148  0.0148  0.017
Si  -0.0145  0.0012  0.0099
Si  0.005  0.0018  -0.0015
Si  -0.0001  -0.0021  0.0041
Si  0.0047  0.0037  -0.0043
Si  -0.0068  -0.0016  0.0016
Si  0.0008  -0.002  0.004
Si  -0.0014  0.0105  -0.0029
Si  0.0011  -0.0014  0.0034
Si  0.0048  0.0052  -0.0015
Si  -0.0066  -0.0023  -0.0001
Si  0.0057  -0.0048  -0.0037
Si  -0.0042  -0.0106  -0.0031
Si  0.002  0.0051  0.0005
Si  -0.0019  -0.0017  -0.0035
Si  -0.0073  0.001  0
Si  0.0007  0.011  0.0017
Si  0.0005  -0.0125  -0.0017
Si  0.0184  -0.0189  -0.0368
Si  0.0036  0.0009  0.0157
Si  -0.0165  0.0157  -0.0373
Si  -0.0152  0.0183  0.0128
Si  0.0154  -0.0046  0.0095
Si  0.0172  -0.0145  -0.0313
Si  -0.0048  0.0018  0.0154
Si  -0.0156  0.0166  -0.0328
Si  -0.0082  -0.0109  -0.0179
Si  -0.0028  0  0.0476
Si  -0.0019  -0.0017  0.0294
Si  0.0008  -0.014  0.011
Si  -0.0039  0.001  0.0459
Si  0.0026  -0.0083  -0.0169
Si  -0.0192  0.002  0.0136
Si  0.0014  -0.0018  0.0205
Si  0.005  0.0058  0.0026
Si  -0.0059  -0.0041  -0.0408
Si  -0.0056  -0.0026  -0.0014
Si  0.0073  0.0038  -0.0414
Si  -0.0042  -0.0001  -0.0417
Si  0.0013  0.0024  -0.0014
Si  0.0049  0.0105  -0.0398
Si  0.0004  0.0048  -0.007
Si  0.0069  0.0038  0.0087
Si  -0.0044  -0.0008  0.0141
Si  0.0062  0.0048  0.0093
Si  0.0003  -0.0053  0.012
Si  -0.0033  -0.0028  0.0134
Si  0.0043  0.0039  0.0144
Si  -0.0004  -0.0086  0.0152
Si  0.0038  -0.0001  0.0136
Si  -0.0014  -0.0052  -0.0071
Si  0.0022  -0.0048  -0.0024
Si  -0.0016  0.0026  -0.0022
Si  -0.0028  0.0017  -0.005
Si  0.0014  -0.0016  -0.0049
Si  -0.0006  0.0033  -0.0033
Si  -0.0045  0.0033  -0.0029
Si  0.0039  0.0038  -0.0002
H  -0.0019  0.0014  -0.001
H  0.0011  -0.0012  0.0001
H  -0.002  -0.0004  -0.0003
H  0.0009  -0.0019  0.0012
O  -0.004  0.0009  0.0042
O  -0.0014  -0.0035  0.0045
O  -0.0022  -0.0001  0.0003
O  0.0007  -0.0028  0.0054
H  -0.001  0.0018  0.0008
H  0.0022  -0.0018  -0.0012
H  0.0003  0.0023  0.0002
H  0.0027  0.0007  -0.0004
O  -0.0019  0.0023  -0.0022
O  0.0021  0.0009  -0.0016
O  0.001  0.0016  -0.0001
O  -0.0008  -0.0027  -0.0051
Si  0.0011  0.0006  -0.0003
Si  -0.0007  0.0012  -0.0004
Si  0.0001  0.0006  -0.0007
Si  -0.0009  0.001  0
Si  -0.0008  -0.0002  -0.0022
Si  -0.0032  0  0.0015
Si  0.0005  0.0006  -0.0005
Si  0.0011  -0.0001  -0.0024
Si  0.0001  0.0001  0.0012
Si  -0.0004  -0.001  -0.0002
Si  -0.0008  -0.0014  -0.0007
Si  -0.003  0.0002  -0.0027
Si  -0.0003  -0.0001  0.0019
Si  0.0009  0.0017  -0.0001
Si  0.0002  0.0004  -0.0017
Si  -0.0005  0.0001  -0.0005
Si  -0.0021  -0.002  -0.0005
Si  -0.0016  -0.0021  0.0001
Si  -0.0017  -0.0002  0
Si  0.0005  0.0005  0.0016
Si  -0.0037  -0.0017  0.0003
Si  -0.0014  -0.0011  -0.0008
Si  -0.0015  -0.0001  -0.0014
Si  -0.0002  -0.0001  -0.0001
Si  -0.0006  0.0017  -0.0008
Si  -0.0016  0.0009  -0.0002
Si  0.0004  0.0008  -0.0008
Si  -0.0012  0.0016  -0.0005
Si  0.0006  0.0003  -0.0005
Si  0.0001  0.002  -0.0011
Si  -0.0005  0.0009  0
Si  0.0012  0.0005  -0.0009
Si  0.0023  -0.0001  -0.001
Si  -0.0009  0.002  -0.0006
Si  -0.0012  0.001  0.0001
Si  0.0003  -0.0003  -0.0023
Si  -0.0014  -0.0016  -0.0004
O  -0.0006  0  0.0026
O  -0.0006  0  0.0007
O  -0.0001  0.0014  0.0014
O  -0.0015  -0.0002  -0.0006
O  0.0001  0  0
O  0.0001  -0.0007  -0.0001
O  0.0002  0.0006  -0.0001
O  0.0007  0.0004  0.0017
O  0.0004  0.0004  0.0002
O  -0.0002  -0.0001  -0.0003
O  -0.0018  0.0011  0.0016
O  -0.0007  0.0013  -0.0002
O  -0.0003  0.0005  0.0003
O  -0.001  -0.0005  -0.0014
O  -0.0009  -0.0007  0.0003
O  -0.001  -0.0009  -0.0003
O  0.0002  0.0012  0.0011
O  -0.0014  -0.0002  0.0004
O  0.0002  -0.0001  0.0011
O  0.0007  -0.0006  -0.0003
O  -0.0014  -0.0007  0.001
O  -0.0002  -0.0003  0.001
O  0.001  -0.0001  0.0006
O  -0.002  0.0002  -0.0011
O  -0.0009  0.0002  0.001
O  0.0003  0.0003  0.0007
O  0.0002  0.0014  0.0021
O  -0.0005  0.0002  0.0005
O  -0.0011  0  0.0008
O  -0.0005  0.0005  -0.0002
O  0.0002  0.0013  0.0011
O  -0.0006  0.0002  -0.0007
O  -0.0009  -0.0002  0.0008
O  -0.0007  -0.0002  -0.0002
O  0.0005  0.0001  0.001
O  -0.0002  0.0011  0.0001
O  -0.0003  -0.0003  -0.0005
O  0.0002  0.0006  -0.0001
O  0  0.0013  0
O  -0.0009  0.0004  0.0004
O  -0.0001  -0.0005  0.0004
O  -0.0011  0.0001  0.001
O  0.0006  0.0001  0.0008
O  0.0004  0.0003  0.0011
O  -0.0007  0.0009  0.0004
O  -0.0014  0  0.0003
O  0.0004  -0.0002  0.0023
O  0.0006  0.0003  0.0027
O  -0.0009  0.0007  -0.0011
O  0.0014  0.0014  0.0015
O  0.0006  -0.0006  0.0005
O  -0.0014  0.0005  -0.0025
O  0.0003  0.0006  0.0013
O  0.0001  -0.0003  0.0001
O  -0.0004  -0.0004  -0.0005
O  0.0003  -0.0014  0.0007
O  0.0001  0.0005  0.0011
O  -0.0003  0.0004  0.0001
O  -0.0001  0.0004  0.0002
O  -0.0005  0.0012  0.0023
O  0.0006  0.0002  -0.0015
O  0.0005  -0.0006  0
O  -0.0005  0.0001  0
O  -0.0004  0.0002  0.0015
O  0.0017  0.0004  -0.0003
O  -0.0017  -0.0001  0.0008
O  -0.0002  -0.0004  0.0005
O  -0.0005  -0.0006  0.0015
O  -0.0011  -0.0009  -0.0002
O  0  -0.0006  -0.0004

The program warned: the cutoff lies below the one the program advises for these potential files; the forces do not sum to zero within the program's tolerance; the exchange-correlation potential is rough where the density is thin.
